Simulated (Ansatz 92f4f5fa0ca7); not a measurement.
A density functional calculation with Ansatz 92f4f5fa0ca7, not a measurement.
Periodic cell of 216 atoms, Si133O82H1, from a study of silicon, its oxide and their interface. The atomic structure is a simulated model.
Doubt: the cutoff is far below the 930 eV that the study's wrapper takes by default for these files, so forces and energies are approximate.
This geometry differs little from another in the collection (a relaxation step or a small displacement).

Settings: functional PBE; potential files Ansatz PAW; basis plane waves; wave-function cutoff 580 eV; density cutoff ratio 5; exchange-correlation grid ratio 1; k mesh 1 x 1 x 1, Gamma-centred; self-consistency stop 5e-08 eV per atom in the density residual; occupations fixed; spin none; net charge +1 e, with a uniform compensating background and no finite-size correction.

Cell vectors (angstrom)
a	10.938	0	0
b	0	10.938	0
c	0	0	31.7778

Atoms and the computed forces on them: element, x, y, z (angstrom), force x, y, z (eV/angstrom)
Si	0.4772	-0.5172	24.4436	-0.0725	0.0941	0.0516
Si	4.693	0.494	24.2219	0.0479	-0.1049	-0.0284
Si	3.193	2.4286	24.2574	-0.084	0.0935	-0.0583
Si	7.7045	3.2041	24.3587	0.0815	-0.1051	-0.0825
Si	-0.7589	6.2356	24.5112	0.1239	0.1096	-0.2116
Si	5.9901	4.9689	24.5667	0.0219	0.0767	0.1047
Si	2.0125	8.5476	24.3575	0.0802	-0.1001	-0.0181
Si	8.6696	8.164	24.4365	-0.1606	0.0129	-0.1109
Si	1.4021	1.4221	25.4943	-0.0267	-0.035	0.0051
Si	6.666	1.3534	25.4602	0.0144	0.0237	0.0355
Si	4.1576	4.0658	25.7325	-0.0665	-0.0632	0.0309
Si	9.4602	4.2029	25.558	0.0433	-0.0082	0.0766
Si	1.1993	6.8428	25.732	0.0095	-0.0534	0.0158
Si	6.8702	6.9657	25.5271	0.0405	0.0241	-0.0016
Si	3.9074	9.5713	25.4916	0.0178	0.0293	-0.0054
Si	9.6661	9.6882	25.8567	0.022	-0.057	-0.0313
Si	2.6786	0.0316	26.9828	0.0027	0.009	-0.0272
Si	8.115	0.0915	26.9554	-0.0289	0.0008	-0.0002
Si	-0.0229	2.7798	26.8905	-0.0338	-0.0244	-0.0437
Si	5.477	2.6761	27.0502	0.0072	0.0014	-0.0048
Si	2.7057	5.4721	26.9732	0.046	0.0439	0.0077
Si	8.1575	5.5504	27.0061	-0.0284	0.035	-0.0259
Si	-0.0178	8.2245	27.144	-0.0269	-0.0108	0.0292
Si	5.4026	8.2594	26.8915	-0.0041	-0.0249	-0.0191
Si	4.1018	1.3673	28.3595	-0.1674	-0.4517	0.3405
Si	9.5708	1.3673	28.3595	-0.1649	0.4449	-0.5366
Si	1.3673	4.1018	28.3595	-0.1805	-0.1008	-0.3441
Si	6.8362	4.1018	28.3595	0.0014	0.1035	0.0799
Si	4.1018	6.8362	28.3595	-0.0337	0.1674	-0.4947
Si	9.5708	6.8362	28.3595	-0.3072	-0.1833	0.7722
Si	1.3673	9.5708	28.3595	0.2478	0.4088	0.6907
Si	6.8362	9.5708	28.3595	-0.3197	0.1195	-0.5416
Si	0	0	29.7268	0.0628	-0.0875	0.003
Si	5.469	0	29.7268	-0.1245	-0.0824	0.053
Si	2.7345	2.7345	29.7268	-0.0031	-0.0883	-0.024
Si	8.2035	2.7345	29.7268	0.1966	0.089	0.0416
Si	0	5.469	29.7268	-0.087	-0.043	0.0228
Si	5.469	5.469	29.7268	-0.0107	-0.0718	-0.0336
Si	2.7345	8.2035	29.7268	0.0809	0.1023	0.0576
Si	8.2035	8.2035	29.7268	0.0345	-0.1425	0.0069
Si	1.3673	1.3673	31.094	-0.0303	0.0825	0.0027
Si	6.8362	1.3673	31.094	-0.0338	0.0119	-0.0628
Si	4.1018	4.1018	31.094	-0.0196	0.0582	-0.0063
Si	9.5708	4.1018	31.094	0.0016	0.046	-0.004
Si	1.3673	6.8362	31.094	-0.0349	-0.0269	-0.0532
Si	6.8362	6.8362	31.094	-0.0357	0.0473	0.0073
Si	4.1018	9.5708	31.094	0.0875	-0.0002	0.0111
Si	9.5708	9.5708	31.094	-0.0703	0.0538	-0.0054
Si	2.7345	0	0.6835	0.0082	-0.094	-0.0242
Si	8.2035	0	0.6835	0.0011	0.0438	0.013
Si	0	2.7345	0.6835	-0.0173	-0.0334	0.0293
Si	5.469	2.7345	0.6835	0.0258	-0.0553	0.017
Si	2.7345	5.469	0.6835	-0.0182	0.04	0.0139
Si	8.2035	5.469	0.6835	0.1159	-0.0719	-0.0174
Si	0	8.2035	0.6835	0.0378	-0.0342	0.015
Si	5.469	8.2035	0.6835	-0.0578	-0.0064	0.0432
Si	4.1018	1.3673	2.0507	-0.0248	0.089	-0.026
Si	9.5708	1.3673	2.0507	-0.0498	-0.0679	0.0184
Si	1.3673	4.1018	2.0507	0.0764	0.0891	0.0352
Si	6.8362	4.1018	2.0507	0.0494	0.1943	-0.0076
Si	4.1018	6.8362	2.0507	-0.0275	-0.1286	-0.0036
Si	9.5708	6.8362	2.0507	-0.162	-0.0395	-0.0335
Si	1.3673	9.5708	2.0507	0.0235	0.1322	-0.0067
Si	6.8362	9.5708	2.0507	0.0195	-0.012	0.0099
Si	0	0	3.418	0.0994	-0.2478	-0.0935
Si	5.469	0	3.418	-0.3386	-0.0914	0.506
Si	2.7345	2.7345	3.418	0.1206	-0.3789	-0.3508
Si	8.2035	2.7345	3.418	0.1961	-0.1318	0.2671
Si	0	5.469	3.418	0.0799	0.3204	0.4418
Si	5.469	5.469	3.418	0.1555	0.1902	-0.8703
Si	2.7345	8.2035	3.418	-0.0978	0.0825	0.7388
Si	8.2035	8.2035	3.418	0.3398	-0.0633	-0.3394
Si	1.3915	1.3402	4.7659	0.028	-0.0054	0.0261
Si	6.8942	1.3064	4.8062	0.0027	0.0293	0.0143
Si	4.1703	4.0854	4.693	-0.0188	-0.0097	0.0234
Si	9.6253	4.0642	4.8063	-0.0032	-0.0065	-0.0059
Si	1.3354	6.8784	4.8987	-0.0014	-0.0107	-0.0106
Si	6.7671	6.8951	4.7197	0.048	0.046	-0.0209
Si	4.068	9.5872	4.9066	0.0091	0.0212	-0.0102
Si	9.6536	9.47	4.7819	-0.0013	-0.0402	0.0246
Si	2.603	-0.0197	6.3221	0.0038	-0.0226	-0.0582
Si	8.2971	-0.1051	6.1021	-0.0592	0.0079	-0.0011
Si	0.1505	2.7615	6.1813	-0.0414	0.0042	-0.0337
Si	5.4764	2.6606	6.1282	-0.0879	-0.0384	0.0065
Si	2.8542	5.4594	6.0449	-0.0025	0.0313	-0.0195
Si	8.1711	5.4873	5.9988	-0.0415	-0.0048	0.1443
Si	-0.0588	8.198	6.4679	0.0448	0.0015	-0.0412
Si	5.5636	8.2714	6.2501	-0.0534	-0.0026	-0.0277
Si	3.6847	1.7826	7.3889	0.1122	-0.0769	0.0431
Si	10.0148	0.9711	7.2523	-0.0626	0.0548	-0.0219
Si	2.1035	3.6211	7.2888	-0.0642	-0.0182	-0.1372
Si	6.2393	4.6731	6.9939	-0.0104	0.0451	-0.2098
Si	4.5627	6.4487	7.332	-0.035	-0.0425	0.1402
Si	8.9009	7.1871	7.4601	0.0337	-0.1021	-0.1064
Si	0.705	10.1854	7.7402	0.0363	-0.0266	0.1529
Si	7.4745	9.0739	7.4868	-0.066	0.1433	0.0618
O	8.2937	3.9008	9.1623	-0.0748	0.2139	-0.1912
O	7.5614	9.3229	9.1392	0.0521	0.0155	-0.0924
O	8.562	6.5821	9.0092	-0.066	-0.1997	0.1399
O	0.7807	10.1944	9.438	0.0263	0.0113	-0.0249
O	4.2128	1.405	8.9242	0.0258	0.0393	0.0118
O	2.1152	4.249	8.8163	0.0391	0.0656	0.1368
O	9.3392	1.4732	8.663	-0.2116	0.2349	0.2164
O	4.1322	6.7906	8.8844	0.0382	-0.005	-0.0868
O	8.5858	9.0395	22.9639	0.0109	-0.0684	0.1159
O	8.2793	2.8032	22.8375	-0.0107	0.0722	0.0997
O	5.1282	5.1737	23.1848	-0.0957	0.0463	-0.0236
O	8.0934	2.864	20.1729	-0.0065	-0.0091	-0.0174
O	10.8396	10.5148	22.8884	0.1087	0.0455	-0.0084
O	-0.4789	6.4191	22.869	0.1808	-0.0786	0.0888
O	1.8783	7.8653	22.8078	-0.0089	0.0694	0.0075
O	4.6094	-0.0489	22.6334	-0.0548	0.0337	0.093
Si	9.0924	5.214	9.7399	0.5582	0.7573	0.5578
Si	0.4213	10.3598	11.0506	0.0185	-0.1035	-0.1179
Si	4.4662	7.1004	10.4525	-0.1436	-0.0177	-0.1486
Si	1.9705	10.035	16.4346	0.0171	0.0179	-0.0405
Si	-4.6026	6.4584	15.1806	-0.0633	0.0841	-0.0046
Si	1.9054	3.2235	18.6511	-0.0032	-0.0232	-0.0008
Si	14.2997	6.5972	14.452	-0.0083	0.0117	-0.035
Si	5.4455	0.1328	21.2398	0.0759	-0.0166	-0.0433
Si	3.8655	-0.0258	14.1197	-0.0473	-0.0211	0.0021
Si	5.4223	1.0616	9.965	-0.1672	0.0111	0.0467
Si	8.3094	2.3217	9.5873	0.372	-1.1968	0.1288
Si	0.391	12.7067	16.5529	-0.0209	-0.0407	-0.0206
Si	0.9495	6.682	22.1098	-0.1018	-0.1849	0.0684
Si	4.685	1.7382	18.7188	0.0207	0.0143	0.0472
Si	7.993	1.8878	21.515	-0.0768	0.0087	-0.0234
Si	2.8216	8.8177	12.4026	0.0496	-0.0626	-0.1576
Si	6.8826	3.8825	19.6744	0.0063	-0.0117	0.0426
Si	6.1981	-4.6497	18.1002	-0.001	0.0081	0.0334
Si	4.3142	2.4755	12.5317	-0.0438	-0.0481	-0.1632
Si	10.533	2.29	11.5007	0.0728	-0.048	-0.0296
Si	5.1824	5.4861	21.616	0.0139	0.0113	-0.1602
Si	-1.7409	-3.9065	14.3375	-0.002	0.0457	-0.0338
Si	2.7775	8.7421	18.8294	-0.0104	-0.0202	0.0028
Si	-4.3948	3.5816	14.2982	-0.0657	-0.0765	-0.0444
Si	3.0612	4.9597	11.9591	0.0602	0.0361	-0.122
Si	11.9361	4.514	9.9492	0.2277	-0.0421	0.0571
Si	5.445	-2.6875	20.3558	0.0125	-0.0138	0.0986
Si	10.42	8.397	16.7384	0.0405	0.0644	-0.0056
Si	2.5337	4.0475	21.5367	-0.0197	0.0999	0.0491
Si	-1.6821	4.4495	12.8554	0.0656	0.0368	0.0244
Si	8.9741	10.9793	15.5681	0.0156	0.0064	-0.0489
Si	10.9993	8.4066	19.7703	0.019	0.0338	0.0679
Si	6.644	9.2564	10.5019	0.0183	-0.0929	-0.0254
Si	-1.4081	10.0507	22.0286	-0.0824	-0.0313	-0.008
Si	-4.8377	0.885	15.9688	-0.0168	-0.0461	-0.0016
Si	8.895	9.622	12.6761	-0.0075	0.0455	-0.1057
Si	3.0911	5.9501	17.5506	-0.0167	-0.0161	0.0233
O	0.4789	0.9458	11.6625	-0.0311	0.0628	0.0497
O	3.012	5.2851	13.5449	-0.0045	-0.0485	0.0091
O	8.9461	2.0721	11.0872	-0.1814	0.1451	-0.2031
O	6.306	4.8393	15.2789	-0.0234	-0.0072	0.0916
O	3.8835	4.7666	20.9334	-0.0353	-0.0144	0.02
O	2.8475	2.916	22.6854	0.0323	-0.0439	0.0788
O	-9.8345	0.3561	16.9365	0.0034	0.0042	0.0157
O	4.361	5.6902	11.2637	0.0384	-0.0041	0.0748
O	5.1556	1.6576	11.4295	0.0215	-0.0189	-0.0196
O	2.5126	18.1334	18.4058	-0.0218	0.0253	-0.0362
O	10.4406	3.2884	12.8031	0.0169	-0.0719	-0.0095
O	5.2277	7.114	21.5099	-0.0168	0.0051	-0.0415
O	4.5981	0.6443	19.9383	0.0154	-0.0215	0.0029
O	3.3239	8.0908	11.0329	0.0227	-0.0116	0.0774
O	-4.4394	2.2697	15.2233	0.0224	0.0625	0.0269
O	2.609	-0.5248	15.0001	-0.0082	-0.0059	0.0499
O	1.7163	3.3997	20.276	0.0234	0.0064	0.0399
O	8.9693	5.129	11.3781	-0.0877	0.0012	-0.4757
O	5.3023	1.0906	17.3589	0.0296	-0.009	-0.0157
O	11.494	7.0655	20.5761	0.006	-0.0336	0.0355
O	-1.1137	1.3909	15.9716	-0.0148	0.0139	0.023
O	6.6074	6.9929	16.6912	-0.0007	-0.0218	-0.0136
O	1.4195	-1.4438	11.9778	-0.1067	0.0804	0.0157
O	6.4683	1.3361	21.6149	-0.0041	0.0168	-0.0298
O	-3.7625	5.0186	18.5086	0.0175	-0.0276	-0.016
O	-2.0369	-0.2013	13.9086	-0.0084	-0.0287	0.0147
O	-1.1076	9.9163	11.3638	0.0226	0.0082	0.0412
O	9.9458	-1.7017	20.6855	0.0079	-0.0227	-0.0895
O	10.6793	5.3151	9.3131	-0.3216	0.1326	-0.1065
O	12.6129	5.3591	11.1691	-0.0942	-0.0348	0.0436
O	-5.424	10.3928	10.1717	0.0062	-0.0633	0.0389
O	5.9331	7.7832	10.5877	0.1075	0.0385	0.0885
O	0.5377	2.6235	17.9617	0.0169	-0.0146	-0.0377
O	2.2242	4.6514	17.9431	0.0063	0.0137	-0.0335
O	1.6949	5.24	22.2547	-0.0039	0.1155	-0.1425
O	1.0224	8.7113	16.2911	-0.0033	-0.0344	0.035
O	-4.7733	-1.3198	20.9073	0.0009	0.015	-0.0385
O	7.4282	9.5102	11.9192	-0.0101	-0.0066	0.0311
O	3.1732	3.3485	11.7702	-0.0065	-0.0209	0.0692
O	15.8947	6.9815	14.4831	0.0088	0.0138	0.0512
O	6.5043	4.7854	20.9857	-0.0362	-0.0007	0.0021
O	-9.7738	13.5399	15.3894	0.8331	-0.3324	1.2993
O	-1.1087	16.5716	13.7951	0.0069	-0.0679	0.0028
O	-3.3708	-3.9699	14.2724	0.0784	0.0013	-0.0108
O	-1.369	-1.2288	16.3544	0.01	-0.0088	0.0145
O	10.3116	8.0273	18.3288	-0.0084	-0.0034	-0.0163
O	9.5168	8.2558	13.3154	0.0434	-0.0097	0.0389
O	3.6047	12.4277	13.5959	-0.0205	0.112	0.0153
O	-3.0104	3.7616	13.4691	0.0509	-0.0471	0.0185
O	5.6364	2.9784	19.1608	0.0037	0.0099	-0.0254
O	3.9794	-2.1699	19.8955	0.0193	0.0248	-0.0372
O	6.8112	1.7248	9.4016	0.0959	0.0891	-0.0109
O	-3.4414	0.1317	16.2224	0.0344	-0.0231	0.027
O	6.2955	7.516	19.1774	0.023	0.0279	-0.0392
O	12.3397	9.3146	19.4994	-0.036	-0.0106	-0.0199
O	2.886	6.2878	15.9644	0.0028	0.0109	-0.0587
O	2.5899	7.8055	13.6623	-0.0173	0.0136	0.0561
O	8.8912	0.5315	21.5061	0.0496	-0.0329	-0.0383
O	-7.7979	9.6613	17.5214	0.0073	0.0017	-0.0018
O	3.9438	9.9239	12.8262	0.0554	-0.0671	-0.0476
O	4.6649	5.7299	17.9424	0.0255	-0.0089	-0.0095
O	5.3383	3.52	13.2182	0.011	0.0468	0.0423
O	3.1749	2.226	18.3901	-0.0449	0.0167	-0.0378
O	11.3218	3.0655	10.3189	-0.0553	-0.0043	0.0521
O	5.2392	-0.0695	14.967	0.0464	-0.0331	0.045
O	-1.1137	7.1824	15.831	-0.0199	-0.0416	-0.0153
H	-10.2338	13.7759	14.6014	-0.7647	0.3561	-1.3028

Results
free energy: -131202.718 eV
free energy less fixed offsets of H -15.97, O -568.88, Si -635.61 eV per atom: -2.458 eV

The program warned: the cutoff lies below the one the program advises for these potential files; the forces do not sum to zero within the program's tolerance; the exchange-correlation potential is rough where the density is thin.
